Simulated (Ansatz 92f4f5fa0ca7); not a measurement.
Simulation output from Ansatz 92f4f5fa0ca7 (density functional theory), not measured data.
Periodic cell of 252 atoms, Si144O100N8, from a study of silicon, its oxide and their interface. The atomic structure is a simulated model.
This geometry differs little from another in the collection (a relaxation step or a small displacement).

Settings
functional: r2SCAN
potential files: Ansatz PAW
basis: plane waves
wave-function cutoff: 800 eV
density cutoff ratio: 5
exchange-correlation grid ratio: 1
k mesh: 1 x 1 x 1, shifted by 0.5 0.5 0 of a step
self-consistency stop: 1e-10 eV per atom in the density residual
occupations: fixed
spin: none
net charge: 0

Cell vectors (angstrom)
a, 10.888, 0, 0
b, 0, 10.888, 0
c, 0, 0, 35.9678

Atoms and the computed forces on them: element, x, y, z (angstrom), force x, y, z (eV/angstrom)
Si, 1.4939, 1.4185, 1.4082, -0.0035, -0.0036, 0.0046
Si, 3.1671, 2.3216, -0.0399, -0.007, 0.0047, -0.0481
Si, -0.1467, 5.7966, -0.1093, 0.0111, -0.0055, -0.0627
Si, 3.0538, 8.0569, 0.1701, -0.0047, 0.0129, -0.041
Si, 5.3292, -0.0317, 0.0757, 0.0024, -0.0115, -0.0383
Si, 8.4355, 2.4, -0.0378, -0.0115, 0.0046, -0.0503
Si, 5.2026, 5.7539, 0.1468, 0.0006, -0.003, -0.0424
Si, 8.5953, 8.043, 0.2818, 0.0004, 0.0053, -0.0344
Si, -0.1442, 0.2747, 0.2285, 0.0029, 0.0028, -0.0286
Si, 4.1311, 4.0315, 1.3062, 0.0012, 0.0005, 0.0041
Si, 1.4065, 6.839, 1.3351, 0.0012, 0.0002, 0.005
Si, 4.1599, 9.5192, 1.5771, 0.0003, 0, 0.0102
Si, 6.8994, 1.2446, 1.3165, -0.0018, -0.0022, 0.005
Si, 9.5992, 4.1013, 1.1727, -0.0017, -0.0002, 0.0034
Si, 6.8743, 6.857, 1.3924, 0.0006, 0.002, 0.0025
Si, 9.6937, 9.568, 1.6007, -0.0013, -0.0003, 0.0068
Si, 0.0729, 2.8077, 2.6722, -0.0003, -0.0018, -0.0003
Si, 2.7438, 0.0088, 2.8224, -0.0012, 0.001, -0.001
Si, 0.1448, 8.1618, 2.8397, 0.0007, -0.0012, -0.0015
Si, 2.7328, 5.3879, 2.6782, 0.0009, 0.0016, -0.0031
Si, 5.5313, 2.6807, 2.6605, 0.0005, 0.0007, -0.0028
Si, 8.1969, -0.0222, 2.8202, 0.001, 0.0021, -0.0006
Si, 5.5537, 8.1576, 2.8473, -0.0002, -0.0015, -0.0024
Si, 8.231, 5.4092, 2.6564, 0.0011, -0.0001, -0.0017
Si, 1.3775, 4.111, 4.1138, -0.0021, -0.002, 0.001
Si, 4.1405, 1.3923, 4.0901, -0.001, -0.001, -0.0023
Si, 1.4331, 9.5309, 4.1954, -0.0002, -0.0003, 0.0019
Si, 4.1182, 6.744, 4.0625, -0.0008, 0.0011, -0.0011
Si, 6.8607, 4.0596, 4.0373, -0.0003, 0.0007, -0.0019
Si, 9.5981, 1.399, 4.053, 0.0014, 0.0007, -0.0004
Si, 6.8575, 9.5312, 4.2047, 0, -0.0028, 0.0006
Si, 9.5577, 6.7952, 4.0683, -0.0018, -0.0014, -0.0011
Si, 0.0175, 0.0167, 5.4735, -0.0005, -0.0008, -0.003
Si, 2.7533, 2.7302, 5.4597, -0.0015, 0.0006, -0.0023
Si, 0.0036, 5.4623, 5.455, 0.0021, 0.0003, -0.0011
Si, 2.7771, 8.1129, 5.4534, 0.0003, 0.0001, -0.0017
Si, 5.4511, 0.0141, 5.4787, -0.0004, -0.0006, -0.001
Si, 8.209, 2.724, 5.4133, 0, -0.0016, -0.0018
Si, 5.4759, 5.3965, 5.4337, 0.0009, -0.0002, -0.0019
Si, 8.2152, 8.1368, 5.5004, 0.0001, 0.0016, -0.0018
Si, 1.3857, 1.3644, 6.829, -0.0007, -0.0012, -0.0023
Si, 4.0963, 4.0867, 6.8421, 0, -0.0014, -0.0015
Si, 1.3649, 6.8098, 6.8118, -0.0009, -0.0013, -0.0025
Si, 4.086, 9.4989, 6.79, -0.0018, -0.0012, -0.0016
Si, 6.8345, 1.383, 6.784, 0.0004, -0.001, -0.0032
Si, 9.5139, 4.1035, 6.786, -0.0009, 0.0006, -0.0016
Si, 6.8012, 6.7786, 6.8214, -0.0002, -0.0005, -0.0019
Si, 9.5541, 9.5321, 6.8497, -0.0004, -0.0014, -0.002
Si, 0.0015, 2.7749, 8.125, -0.0006, 0.0003, -0.0016
Si, 2.7034, -0.0855, 8.1612, 0.002, -0.0027, -0.0014
Si, 0.0152, 8.1435, 8.2026, 0.0005, -0.0009, -0.0014
Si, 2.7028, 5.4663, 8.1855, -0.0006, -0.0001, -0.0009
Si, 5.4627, 2.6937, 8.1712, 0.0002, 0.0011, -0.0016
Si, 8.1543, 0.023, 8.1577, -0.0008, 0.0014, -0.002
Si, 5.4109, 8.1555, 8.1535, -0.0011, 0.001, -0.001
Si, 8.1376, 5.4062, 8.1893, 0.0016, -0.0021, -0.0021
Si, 1.3229, 4.1156, 9.5348, -0.0005, 0.0007, -0.0025
Si, 4.1049, 1.2571, 9.4547, -0.0031, -0.0035, -0.002
Si, 1.3566, 9.4738, 9.6033, 0.0015, 0.0008, -0.0006
Si, 4.0241, 6.8524, 9.556, -0.001, -0.0012, 0.0014
Si, 6.7655, 4.0628, 9.5818, 0.0004, -0.0005, -0.0029
Si, 9.5219, 1.4352, 9.4582, 0.0004, -0.0004, -0.0021
Si, 6.7459, 9.5435, 9.4696, 0.0002, -0.0023, -0.0023
Si, 9.5154, 6.7643, 9.5252, -0.001, 0.0013, -0.0007
Si, -0.0622, 0.0451, 10.7855, -0.0003, 0.0054, 0.0005
Si, 2.6981, 2.616, 10.6914, 0.0031, 0.0001, -0.002
Si, -0.0495, 5.443, 10.9778, 0.0007, -0.0024, -0.0007
Si, 2.7082, 8.1442, 11.0709, 0.0039, 0, -0.007
Si, 5.4168, -0.0451, 10.9304, -0.0024, -0.0007, -0.0038
Si, 8.1832, 2.719, 10.9218, 0.0029, 0.0002, -0.0031
Si, 5.3224, 5.4387, 10.8776, -0.0012, -0.0014, 0.0018
Si, 8.0776, 8.153, 10.7529, -0.0047, 0.0002, 0.0005
Si, 1.3323, 1.3612, 12.1307, 0.0042, -0.0015, -0.0007
Si, 4.0264, 3.8796, 12.0928, 0.0064, 0.0034, -0.021
Si, 1.195, 6.8641, 12.4041, 0.0059, -0.0019, 0.0026
Si, 4.0583, 9.5714, 12.4271, 0.0028, -0.0038, 0.003
Si, 6.8321, 1.3145, 12.2343, -0.0001, -0.0028, 0.0051
Si, 9.4709, 4.0891, 12.3637, -0.0043, 0.0002, -0.0023
Si, 6.7101, 6.8449, 12.1327, -0.0016, 0.0043, 0.0009
Si, 10.7274, 8.5036, 13.2834, -0.0108, -0.0056, 0.0074
Si, 0.0727, 2.6863, 13.615, -0.0076, 0.0017, -0.0056
Si, 2.6541, 0.1626, 13.6978, 0.0034, 0.0023, -0.0007
Si, -1.5996, 9.6767, 12.0087, -0.002, -0.0042, 0.002
Si, 1.3517, 6.0974, 14.6977, 0.0003, 0.0104, -0.0296
Si, 5.4954, 2.7283, 13.4469, -0.0002, -0.0037, 0.0131
Si, 8.1092, -0.0301, 13.6571, 0.0012, 0.001, -0.0011
Si, 5.4727, 8.1235, 13.6806, -0.0028, 0.0016, -0.0012
Si, 8.0362, 5.5943, 13.5657, 0.0049, -0.0021, 0.0042
Si, 1.9507, 3.8911, 14.471, 0.0131, 0.0011, -0.0001
Si, 3.9795, 1.7429, 14.9261, 0.0063, -0.0153, -0.0036
Si, 0.8179, 10.0511, 14.7898, 0.0056, -0.0024, -0.0102
Si, 4.3594, 6.7551, 15.2611, -0.0009, 0.0128, -0.0151
Si, 6.3845, 4.4278, 14.7949, 0.006, 0.0024, -0.0267
Si, 9.9537, 0.9005, 14.7932, -0.0087, -0.0031, 0.014
Si, 7.0452, 9.246, 15.1305, -0.0053, -0.0002, -0.0243
Si, 9.3911, 7.2052, 14.6242, 0.0046, 0.0029, -0.0261
Si, -15.0383, -7.7652, 17.4794, 0.0089, 0.0077, 0.0042
Si, 12.4915, 6.935, 27.65, 0.0061, -0.0094, 0.0176
Si, -2.8736, 35.7137, 22.426, -0.0021, -0.0029, 0.0235
Si, 37.2284, -10.5784, 29.3956, 0.0082, 0.0001, 0.0044
Si, -5.6585, 13.6746, 21.5321, 0.0135, -0.0006, 0.0475
Si, 5.3466, -1.2518, 22.8024, -0.007, 0.0042, 0.0437
Si, 12.1165, 5.0704, 21.303, 0.0049, -0.0095, 0.0323
Si, -14.5889, 0.7241, 24.3703, 0.0041, -0.0051, 0.0277
Si, -12.0638, 10.0069, 23.659, 0.0051, 0.0054, 0.0302
Si, 8.6526, 10.1978, 31.8444, 0.0112, 0.0079, -0.0232
Si, -1.5671, 27.3929, 21.9567, 0.0053, 0.0013, 0.0319
Si, -5.6972, 11.1903, 26.5345, -0.0053, 0.0042, 0.0283
Si, 9.2214, 22.6937, 17.0102, 0.0184, -0.0142, 0.0027
Si, 21.0496, 34.4959, 32.1623, -0.0027, -0.0136, -0.0212
Si, -0.4751, 17.1326, 17.1723, 0.0092, -0.0064, 0.0007
Si, 8.9415, 8.6506, 17.2597, 0.0073, -0.0109, -0.0024
Si, -4.6392, 5.8957, 33.373, -0.0071, 0.0082, -0.0498
Si, -5.8681, -2.0808, 17.3802, 0.0013, -0.0022, -0.005
Si, -9.8195, 0.9743, 18.679, -0.0051, -0.0005, 0.0152
Si, -9.8484, 1.0868, 24.0316, -0.0006, 0, 0.029
Si, 5.7854, 21.9073, 20.2232, 0.003, 0.0015, 0.0478
Si, -30.8736, -11.812, 33.9871, 0.0404, 0.0181, -0.0252
Si, -19.029, 3.4868, 23.3284, -0.0071, -0.0154, 0.0306
Si, -3.0377, 3.3303, 32.9916, -0.0064, -0.0053, -0.055
Si, -3.9722, -12.7794, 34.0454, 0.0037, -0.0053, -0.0651
Si, -8.6953, 3.8238, 30.9864, -0.0054, 0.005, -0.0193
Si, -6.7646, 13.0309, 18.7692, -0.0142, -0.007, 0.0176
Si, 2.0608, 20.0602, 17.5936, -0.0053, -0.0008, -0.005
Si, 25.4391, 6.2437, 31.6836, -0.0066, 0.0019, -0.013
Si, 14.0952, -19.6532, 27.6178, 0.0015, -0.0069, 0.0174
Si, -2.159, 4.5773, 19.0147, 0.0021, -0.0128, 0.0238
Si, 1.0307, -5.1047, 32.8799, 0.0122, 0.0048, -0.0504
Si, -3.7633, 23.1874, 30.5939, 0.0168, -0.0024, -0.0118
Si, 4.0097, 4.179, 16.6094, -0.0035, 0.0055, -0.0138
Si, 3.1871, -11.9855, 24.7497, -0.0047, 0.0003, 0.0275
Si, 6.0049, 0.5243, 17.1793, -0.0127, -0.0112, -0.027
Si, 2.3445, 4.4769, 26.3623, -0.0002, 0.002, 0.0288
Si, -0.5792, 2.5891, 20.4439, 0.0073, 0.0013, 0.0346
Si, -29.9065, -2.2945, 29.851, -0.0008, -0.0061, -0.0024
Si, 9.4977, 13.2252, 29.1696, -0.0024, -0.0095, -0.0028
Si, 0.5483, -17.4108, 28.5376, 0.0038, -0.0031, 0
Si, -19.6479, 6.0539, 18.4681, -0.0181, -0.0078, 0.0072
Si, 2.2514, 23.6161, 33.1136, -0.0103, -0.0116, -0.043
Si, -3.0676, 8.1332, 22.2776, 0.0097, 0.0145, 0.0352
Si, -21.2283, -1.95, 25.8938, 0.0023, 0.0023, 0.023
Si, -14.8312, 8.6765, 19.467, -0.0056, 0.0162, 0.0248
Si, -10.6042, 8.4487, 31.6432, -0.0207, -0.0139, -0.0375
Si, 0.3216, 11.8937, 26.8852, -0.0069, 0.0026, 0.0163
O, -5.1303, -0.9728, 34.739, -0.0136, 0.0184, 0.0433
O, -12.8129, -12.4838, 22.4079, -0.0104, -0.0087, -0.0176
O, 7.2481, -6.9042, 18.7541, -0.0026, 0.0023, -0.0139
O, 4.2902, 1.1633, 35.5973, 0.005, -0.0019, 0.014
O, 12.3478, 21.1711, 18.6214, 0, -0.0004, -0.0031
O, 9.5674, 6.9064, 35.5733, -0.0033, 0.0012, 0.0221
O, -24.6439, 10.9399, 30.5701, -0.0031, 0.0003, 0.0048
O, 11.7406, -17.695, 26.9474, -0.0008, -0.0065, -0.0014
O, -6.7742, -3.9883, 35.6832, 0.0011, -0.0031, 0.0142
O, -11.5307, 12.7139, 30.5353, 0.0024, -0.0026, 0.0229
O, 1.2071, 8.6914, 30.3341, 0.0009, -0.0011, -0.0161
O, 11.5061, -0.4102, 34.9492, -0.0503, 0.0177, 0.0694
O, 6.5889, 11.6576, 25.8738, 0.0066, -0.0022, -0.017
O, -22.3904, 7.8017, 17.6384, -0.0041, 0.0008, -0.0045
O, -11.388, -1.97, 24.6594, -0.0052, -0.0005, -0.0126
O, 3.3114, 3.7194, 27.4173, 0.0004, -0.0032, -0.0088
N, -4.6305, 9.7837, 16.6466, -0.0132, 0.0066, 0.0065
N, 3.0283, 3.094, 15.6158, 0.0003, 0.0054, 0.0148
O, -7.6407, 16.0795, 17.6566, -0.0009, -0.0003, -0.0033
O, 5.4184, 19.391, 18.9266, 0.0023, -0.0046, 0.0014
O, 24.6186, 37.0336, 13.1393, -0.0252, 0.0098, 0.0268
O, -4.4279, 8.4812, 23.0833, 0.004, -0.0005, -0.0118
O, -36.3907, -0.6181, 19.7734, -0.0031, -0.0034, -0.0261
N, 10.6814, 6.347, 15.4861, -0.0008, -0.0098, 0.0239
O, -3.4746, -5.9961, 32.8343, 0, -0.0004, 0.0191
O, 2.7104, 6.87, 15.2897, 0.0056, -0.0021, 0.0091
O, 23.815, 5.7333, 20.0561, 0.0004, 0.0041, -0.0114
O, -1.2017, 30.814, 31.4111, -0.0001, -0.0018, 0.0106
O, -8.822, -2.0992, 25.3203, 0.0023, 0.0047, -0.0105
O, -3.5812, -13.9132, 20.781, -0.0068, -0.0094, -0.0203
O, 4.4063, 20.875, 25.7937, -0.0057, -0.0067, -0.0239
O, -13.8837, 8.1038, 18.3344, 0.0084, -0.0028, -0.0062
O, 0.1425, 17.7891, 32.1043, -0.0001, -0.0083, 0.0168
O, 7.0854, 24.1019, 31.952, 0.0056, 0.0111, 0.0237
O, 12.4859, 2.3405, 23.1833, 0.0067, 0.0101, -0.0153
O, -4.2898, -7.237, 21.8115, -0.0008, -0.0025, -0.0108
N, 8.4105, 8.2421, 15.6706, 0.0014, 0.0043, 0.0134
N, 5.1167, 0.705, 18.7384, -0.0006, 0.0084, -0.0131
O, 3.5837, 7.6029, 30.824, -0.0028, -0.0008, 0.0032
O, 0.8904, -4.9452, 28.7425, 0.0016, 0.0071, -0.0016
O, 20.0213, 10.2358, 17.4467, 0.0022, 0.008, -0.0001
O, -8.173, 3.9801, 24.8767, 0.001, 0.0044, -0.0177
O, 10.908, 38.663, 21.8927, 0.0001, -0.0019, -0.0113
O, -12.0893, 14.1595, 19.1039, -0.0061, 0.0084, -0.016
O, 7.176, -7.023, 16.1114, -0.0015, -0.0035, 0.021
O, 3.5977, -12.207, 17.2636, 0.0024, 0.0016, 0.0016
O, -11.0353, -9.5533, 17.6188, 0.003, -0.0005, -0.0013
N, 4.9103, 16.0231, 15.4471, -0.0092, -0.005, 0.0145
O, -6.6923, 23.3403, 26.4731, 0.0055, -0.0076, -0.0121
O, 2.3399, 15.6504, 22.4281, -0.0104, 0.0054, -0.0255
O, 2.4692, 27.8468, 26.5693, -0.0016, 0.0001, -0.0072
O, -13.5966, -12.7258, 35.0374, 0.0185, -0.0096, 0.0495
O, 11.2726, 18.5706, 26.8875, -0.0029, 0.0077, -0.0144
O, 11.3651, 3.6845, 20.9723, -0.0079, -0.0047, -0.0104
O, 11.2204, 12.1839, 20.0976, 0.0069, -0.0042, -0.015
O, -23.2587, 22.2598, 32.6706, 0.0007, -0.0015, 0.0138
O, -33.5324, 12.3593, 27.8861, 0.0012, 0.0023, 0.0008
O, -5.8301, 20.8243, 21.2263, 0.003, 0.004, -0.0293
O, -13.898, 24.0464, 29.4087, -0.0099, -0.003, 0.0036
O, 11.6393, 5.4875, 17.8559, 0.0135, 0.0151, -0.0075
O, 3.5669, 20.89, 29.8547, -0.0004, -0.004, 0.001
N, -3.4207, 1.5084, 17.3357, -0.0115, 0.0053, -0.0046
O, -3.2057, -8.0456, 34.5367, 0.0131, -0.0167, 0.0636
O, 5.7031, 5.1357, 34.6912, -0.0107, 0.0058, 0.0507
O, -8.0577, -8.3565, 31.7578, 0.0029, -0.0071, 0.0133
O, 1.2034, 9.3299, 16.2239, 0.0053, -0.0017, 0.0238
O, 0.6671, 12.685, 32.9152, 0.0132, 0.0062, 0.0179
O, 1.0415, -6.4464, 31.9689, -0.0026, 0.0079, 0.0215
O, 3.3197, 15.8467, 30.7573, 0.003, 0.0019, 0.006
O, -5.9601, 22.786, 16.0343, 0.0131, -0.0086, 0.0162
O, 4.2774, 13.828, 20.2069, -0.0093, 0.0043, -0.0275
O, -2.3455, 10.7523, 24.4793, -0.0059, 0.0041, -0.0132
N, -5.9124, -7.7442, 17.5981, 0.0019, 0.0044, 0.0012
O, -6.678, 13.837, 22.8084, 0.0009, 0.0001, -0.0123
O, -5.2682, 0.8543, 30.4759, -0.0093, -0.0056, -0.0051
O, -12.1481, 1.3178, 35.5888, -0.0006, -0.002, 0.0128
O, -7.1727, 23.4191, 29.0601, -0.0003, -0.0033, -0.0058
O, 6.6184, 7.4178, 33.8027, -0.0078, -0.0024, 0.0254
O, 2.5835, 17.1857, 32.9074, -0.0034, 0.0005, 0.0137
O, 1.048, 20.1246, 32.7934, -0.0078, -0.0034, -0.0091
O, -11.8468, 14.7746, 28.8761, 0.002, 0.0063, -0.0024
O, 1.5132, -7.3762, 29.5518, 0.0078, -0.0022, 0.0025
O, 2.5037, 1.829, 18.5255, 0.0106, 0.001, -0.006
O, -4.9182, 1.372, 21.2323, -0.0029, 0.0011, -0.0262
O, -10.6618, 12.4615, 25.3588, 0.0015, -0.0007, -0.0122
O, -32.3356, 10.2787, 26.7717, 0.0028, -0.0179, -0.0125
O, -1.933, -6.5831, 22.8379, -0.0016, 0.003, -0.0125
O, 18.4867, -8.7414, 23.706, 0.0018, 0.0041, -0.014
O, -8.7206, 7.6643, 18.2216, 0.0003, 0.0023, 0.0036
O, 9.1036, -5.4377, 17.7008, -0.0007, 0.0008, -0.0012
O, 4.9122, -14.3738, 16.6446, 0.0014, 0.0028, 0.0139
O, -8.2554, 18.8555, 28.3593, -0.0023, -0.0024, -0.0056
O, -8.199, -2.0004, 34.7772, 0.0205, -0.0235, 0.0546
O, 0.4927, -5.415, 34.3756, -0.0182, 0.0028, 0.0685
O, 23.5202, 1.476, 27.4599, 0.0035, 0.0021, -0.0003
O, 19.919, 2.2356, 21.4085, 0.0035, 0.0045, -0.0156
O, 14.7982, -1.6595, 23.4176, 0.0107, 0.0089, -0.0193
O, -26.6743, 0.0585, 23.5061, 0.0023, -0.0076, -0.032
O, -1.4741, 14.0783, 32.6255, -0.0047, 0.0194, 0.0145
O, 5.402, -0.1459, 28.0761, -0.0062, 0.0013, -0.0081
O, 8.5222, -4.1152, 22.7347, 0.0005, -0.0033, -0.0119
O, -3.508, -12.1497, 32.6489, -0.0128, -0.0063, 0.0294
O, -10.8937, 11.046, 23.1886, -0.0061, -0.001, -0.0142
O, -8.2675, -8.1575, 34.428, 0.0108, 0.0142, 0.0616
O, 5.1523, 6.0439, 32.2183, 0.0136, -0.0012, 0.0234
O, -12.9519, -27.2709, 20.4097, -0.0059, -0.0033, -0.0207
O, 2.6926, 0.2952, 33.3836, 0.0053, 0.0078, 0.0141
O, -8.506, 0.2737, 24.4389, 0.0062, -0.0016, -0.0089

Results
free energy: -152235.165 eV
free energy less fixed offsets of N -386.36, O -570.45, Si -639.56 eV per atom: -2.645 eV

The program warned: the cutoff lies below the one the program advises for these potential files; the forces do not sum to zero within the program's tolerance; empty levels may hold ghost states of the PAW files; the exchange-correlation potential is rough where the density is thin.
